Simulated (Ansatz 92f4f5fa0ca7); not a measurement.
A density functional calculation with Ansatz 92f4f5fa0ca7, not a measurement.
Periodic cell of 220 atoms, Si132O88, from a study of silicon, its oxide and their interface. The atomic structure is a simulated model.
Doubt: the cutoff is far below the 930 eV that the study's wrapper takes by default for these files, so forces and energies are approximate.
This geometry differs little from another in the collection (a relaxation step or a small displacement).

Settings: functional PBE; potential files Ansatz PAW; basis plane waves; wave-function cutoff 580 eV; density cutoff ratio 5; exchange-correlation grid ratio 1; k mesh 1 x 1 x 1, Gamma-centred; self-consistency stop 5e-08 eV per atom in the density residual; occupations fixed; spin none; net charge 0.

Cell vectors (angstrom)
a 10.938 0 0
b 0 10.938 0
c 0 0 32.8028

Atoms and the computed forces on them: element, x, y, z (angstrom), force x, y, z (eV/angstrom)
Si -0.2342 0.3465 25.2859 -0.0028 0.0009 -0.0079
Si 5.7702 -0.1504 25.3264 -0.014 0.015 0.0342
Si 2.5353 3.0877 25.3466 -0.0056 0.0092 -0.0201
Si 8.4779 2.602 25.2377 -0.0151 0.0178 0.0325
Si 0.2998 5.3117 25.3266 -0.0085 0.015 0.0377
Si 5.2016 5.7985 25.4289 -0.0138 0.0055 -0.0658
Si 3.0008 8.0409 25.3544 -0.014 0.0073 0.0409
Si 7.9882 8.5499 25.3551 0.0007 0.0011 -0.0031
Si 1.3698 1.4556 26.6133 -0.0005 -0.0017 0.0139
Si 6.902 1.446 26.6231 0.009 -0.0073 -0.0104
Si 4.0814 4.1927 26.7236 0.0023 -0.0047 0.0078
Si 9.6168 4.1511 26.6105 0.0099 -0.0104 -0.0054
Si 1.4055 6.8927 26.6722 0.0126 -0.0071 -0.0091
Si 6.8481 6.9301 26.6574 0.0054 0.0028 0.0148
Si 4.1538 9.638 26.6375 0.0073 -0.0114 -0.0046
Si 9.5798 9.6867 26.6484 0.0019 -0.0019 0.011
Si 2.7179 0.0304 27.9788 -0.0003 -0.0011 0.006
Si 8.1911 0.0442 28.042 -0.0063 0.003 0.0037
Si -0.0119 2.759 28.0266 -0.0057 0.0083 -0.0031
Si 5.4663 2.753 27.9986 -0.005 0.0028 0.0062
Si 2.7035 5.5076 28.0788 -0.0073 0.0116 0.0067
Si 8.1997 5.4874 27.9816 -0.0013 -0.0007 0.0078
Si -0.0212 8.2412 27.9943 0.0001 -0.0027 0.004
Si 5.4575 8.237 28.0451 -0.0131 0.0025 -0.0013
Si 4.1018 1.3673 29.3846 -0.0232 0.0223 -0.2151
Si 9.5708 1.3673 29.3846 0.0524 0.1521 0.2172
Si 1.3673 4.1018 29.3846 -0.1785 0.0168 0.3017
Si 6.8362 4.1018 29.3846 0.0536 0.0861 -0.1904
Si 4.1018 6.8362 29.3846 0.0398 0.1955 0.3244
Si 9.5708 6.8362 29.3846 -0.0265 0.0684 -0.222
Si 1.3673 9.5708 29.3846 0.0102 0.1131 -0.217
Si 6.8362 9.5708 29.3846 0.014 0.1818 0.1976
Si 0 0 30.7518 0.0264 0.0416 -0.0245
Si 5.469 0 30.7518 0.0654 -0.0533 -0.0004
Si 2.7345 2.7345 30.7518 0.0099 0.0424 -0.0126
Si 8.2035 2.7345 30.7518 0.0966 -0.0023 -0.0032
Si 0 5.469 30.7518 0.0559 -0.0486 0.0074
Si 5.469 5.469 30.7518 0.0155 0.0527 -0.0209
Si 2.7345 8.2035 30.7518 0.0859 -0.0023 -0.0102
Si 8.2035 8.2035 30.7518 0.0101 0.0267 -0.0219
Si 1.3673 1.3673 32.1191 -0.0263 -0.0518 -0.0082
Si 6.8362 1.3673 32.1191 -0.0504 0.0275 -0.0217
Si 4.1018 4.1018 32.1191 0.008 -0.0015 -0.0112
Si 9.5708 4.1018 32.1191 -0.0657 0.045 -0.0159
Si 1.3673 6.8362 32.1191 -0.0228 0.0622 -0.0331
Si 6.8362 6.8362 32.1191 0.0048 0.0013 -0.005
Si 4.1018 9.5708 32.1191 -0.0723 0.0106 -0.0251
Si 9.5708 9.5708 32.1191 0.0183 -0.0088 -0.0125
Si 2.7345 0 0.6835 0.0648 -0.0457 0.0158
Si 8.2035 0 0.6835 0.0117 -0.0268 0.0242
Si 0 2.7345 0.6835 0.0157 0.0254 0.0038
Si 5.469 2.7345 0.6835 0.0224 -0.017 0.0384
Si 2.7345 5.469 0.6835 -0.0211 0.0049 0.0141
Si 8.2035 5.469 0.6835 0.0692 -0.025 0.0186
Si 0 8.2035 0.6835 0.0419 -0.0693 0.0279
Si 5.469 8.2035 0.6835 0.0134 0.0443 -0.0008
Si 4.1018 1.3673 2.0507 -0.0674 -0.0388 0.0205
Si 9.5708 1.3673 2.0507 0.0136 -0.0461 0.0114
Si 1.3673 4.1018 2.0507 -0.043 -0.031 0.0236
Si 6.8362 4.1018 2.0507 -0.0477 0.0412 0.0148
Si 4.1018 6.8362 2.0507 -0.059 0.0001 0.0405
Si 9.5708 6.8362 2.0507 -0.1023 0.0527 -0.0294
Si 1.3673 9.5708 2.0507 -0.0362 0.0934 -0.0162
Si 6.8362 9.5708 2.0507 -0.0851 -0.133 -0.0013
Si 0 0 3.418 0.4438 0.2516 -0.6079
Si 5.469 0 3.418 -0.0233 0.1255 0.0544
Si 2.7345 2.7345 3.418 0.0318 0.0536 0.0981
Si 8.2035 2.7345 3.418 -0.1263 0.0328 0.4443
Si 0 5.469 3.418 -0.0597 -0.3184 0.1616
Si 5.469 5.469 3.418 0.0041 -0.406 0.3269
Si 2.7345 8.2035 3.418 0.1395 -0.1397 0.1597
Si 8.2035 8.2035 3.418 -0.2921 -0.5456 -0.9261
Si 1.3612 1.3702 4.785 0.0031 0.0094 -0.0013
Si 6.7962 1.3698 4.8349 0.0059 0.0117 -0.0001
Si 4.1226 4.0175 4.8661 -0.001 0.0038 0.0002
Si 9.5787 4.068 4.8546 0.0054 -0.002 -0.0181
Si 1.4103 6.7612 4.7789 0.0038 -0.0027 0.0116
Si 6.9057 6.7711 4.7702 0.0162 0.008 -0.0001
Si 4.1314 9.5575 4.7923 0.0052 0.0015 0.0024
Si 9.5738 9.5431 4.6103 -0.0019 -0.0026 -0.0013
Si 2.6917 -0.0551 6.1317 -0.0029 -0.026 -0.0551
Si 8.233 -0.1079 5.9592 -0.0034 -0.0038 0.001
Si -0.0363 2.6424 6.2468 0.0108 0.0053 0.0089
Si 5.3717 2.5423 6.4085 -0.003 -0.0141 -0.0601
Si 2.7114 5.3671 6.2415 0.0104 0.02 0.0044
Si 8.1496 5.3458 6.2661 -0.0101 0.0042 -0.0099
Si -0.134 8.1027 5.9085 0.0143 -0.0037 -0.0093
Si 5.5604 8.172 6.08 -0.0209 -0.0025 0.0021
Si 3.6892 1.2899 7.8106 0.0477 -0.0014 0.2534
Si 9.7207 0.9183 7.417 0.0238 -0.0253 0.0034
Si 1.5803 3.7072 7.5994 0.0734 -0.0387 -0.0487
Si 6.4819 4.2435 7.638 -0.0273 0.0166 -0.0463
Si 4.398 6.6165 7.3462 -0.0542 0.0329 0.0231
Si 9.386 6.9977 7.4127 -0.0108 0.0225 -0.0527
Si 0.9803 9.6826 7.1481 0.0467 -0.064 0.0442
Si 7.2131 9.2781 7.3746 -0.0304 0.0267 -0.0497
O 1.4059 4.1843 24.8105 0.0172 -0.018 -0.0112
O 6.854 9.6375 24.8134 0.0108 -0.0129 -0.013
O 2.6791 2.5706 8.1368 -0.0437 0.0117 -0.0184
O 8.2858 8.1348 7.9311 0.0121 -0.0082 0.0576
O 5.4088 5.4579 7.9327 0.0268 -0.0099 0.0131
O -0.0182 -0.1395 7.8551 -0.0388 0.0389 -0.0228
O 4.0947 6.8982 24.8583 0.0301 -0.0298 -0.0032
O 9.5721 1.446 24.7464 0.0147 -0.0166 -0.0103
O 1.589 8.7287 8.2963 -0.0371 0.0259 -0.1022
O 0.8544 4.2812 8.9581 -0.1257 0.0391 0.1937
O 8.8165 1.1685 8.791 -0.015 -0.0043 0.0402
O 6.7969 10.2228 8.679 0.01 -0.0194 0.0121
O 3.9394 0.4705 9.2897 0.0194 0.1257 -0.2055
O 4.0245 7.5819 8.6251 0.0446 -0.0572 -0.0879
O 6.8738 3.763 9.1748 0.0252 -0.0076 0.0686
O 10.3076 6.4328 8.636 -0.0006 -0.0797 0.1658
O 3.2855 2.4819 24.0121 -0.0055 0.006 0.0152
O 5.1639 0.5757 23.9781 0.0004 0.0017 -0.0139
O 7.8574 3.3324 23.878 -0.0099 0.0112 -0.0215
O 10.6034 6.0207 23.9817 -0.0041 0.0056 -0.019
O 8.7071 7.9111 24.0211 -0.0001 0.0009 -0.0033
O 2.3502 8.7112 23.9997 -0.0049 0.0039 -0.019
O 5.8289 5.0645 24.1118 0.0021 -0.0047 0.0286
O 0.4724 10.629 23.946 -0.0034 0.0015 0.0014
Si 3.6705 10.5034 10.6532 -0.2725 -0.2537 0.046
Si 0.94 3.2473 12.6614 0.2659 -0.3001 0.0306
Si -2.4734 -1.9173 11.7076 -0.5367 0.9283 0.7096
Si 4.4611 1.7778 23.131 0.0055 0.0024 0.0095
Si -6.2094 -7.5581 17.2693 -0.0177 -0.0026 -0.0389
Si 3.3575 -11.0642 15.895 -0.0427 -0.0053 -0.1555
Si 1.197 9.432 23.1034 0.0028 -0.0053 0.0126
Si 15.7524 8.4244 17.4519 -0.0426 0.0317 -0.019
Si -1.8983 3.2082 12.6085 -0.0791 -0.2024 -0.0626
Si -1.3033 4.2847 19.1454 -0.0382 -0.0272 0.0504
Si 2.4288 0.5333 21.1225 0.0099 -0.0081 -0.0061
Si 5.0067 12.9501 14.6734 -0.1324 -0.0263 -0.1028
Si 10.7297 18.1342 11.9957 2.9479 2.5313 -0.3226
Si 2.5332 0.8828 13.1901 -0.033 -0.3229 -0.1696
Si 7.7036 11.219 9.6266 -0.0911 0.1245 -0.2093
Si 0.2238 5.9754 17.1163 0.1747 0.0959 0.1896
Si 5.4264 -2.2088 12.4708 -0.3468 0.0462 -0.027
Si 2.5947 -2.9585 9.2966 -0.3121 0.2256 0.6288
Si 3.886 3.4977 12.2098 0.0721 -0.0543 -0.0074
Si 7.9406 6.0646 20.9802 -0.0143 -0.0028 0.0246
Si 7.2658 -2.4056 19.2314 -0.0284 0.0067 0.0079
Si 10.3866 5.2931 14.2408 0.038 -0.8198 0.3137
Si 2.3888 1.376 18.2719 0.023 -0.0172 -0.0435
Si 9.7392 -2.2057 17.381 -0.0176 0.0523 0.026
Si 6.6139 2.9525 10.5583 -0.1444 0.0406 -0.0345
Si -3.1181 1.3962 14.5996 -0.0868 0.003 0.0365
Si 0.108 1.9736 20.1092 0.0148 -0.0135 -0.0089
Si 8.9291 -0.0331 19.1715 -0.0054 -0.0014 0.0045
Si 6.5968 4.0559 23.1086 -0.0074 0.0155 0.0181
Si 9.9001 7.2306 23.1464 0.0061 0.0001 0.0217
Si 7.697 2.3555 17.5703 -0.0501 -0.0146 0.0061
Si 11.4326 5.7408 9.6117 0.6156 0.4796 -0.7431
Si 6.3915 7.7975 14.919 -0.1348 0.0129 -0.0041
Si 4.5109 -4.6861 13.7302 -0.113 0.0723 -0.092
Si 3.362 6.0849 16.7254 0.0821 0.022 -0.0387
Si 8.7791 -1.5024 14.6718 0.0278 0.1155 -0.0132
O 5.8844 7.7575 16.4416 0.0301 -0.0051 -0.0074
O 5.7284 -2.0478 18.7223 0.0204 -0.006 0.01
O 7.8794 2.2728 15.9594 0.0224 -0.0003 -0.0273
O -1.7645 -1.3778 13.1151 -0.1656 -0.1237 -0.1146
O 6.9222 -2.4947 11.9028 0.3164 -0.0578 -0.0883
O 14.6035 7.3211 17.756 -0.0071 -0.0115 0.0015
O 1.2043 1.6266 21.2652 -0.0063 0.0053 0.0017
O 3.8659 13.0518 13.3757 0.1154 0.0615 0.0793
O -2.0293 1.8239 13.4899 0.0477 0.0716 -0.0364
O 0.0166 5.6702 11.1364 -0.932 0.9592 1.3641
O 6.1888 2.9551 17.8788 0.0413 -0.0079 0.0112
O 8.4866 5.2625 19.6944 0.0137 -0.0061 -0.006
O -3.0649 -0.1663 14.9987 0.012 -0.0086 0.0018
O -0.6393 5.3844 15.8731 -0.0909 0.0684 -0.3908
O -0.0937 7.543 17.4673 -0.0008 -0.0371 -0.0242
O -0.4487 3.0303 11.835 -0.0965 0.1175 -0.0163
O 7.1122 -3.6068 20.3401 0.0066 -0.0022 -0.002
O 10.817 5.113 18.4385 0.0121 0.0102 -0.0335
O 3.7731 1.0994 21.8268 -0.0055 -0.0032 -0.0035
O -8.608 3.4793 11.7515 -0.138 0.0614 -0.0023
O 7.9247 0.8859 18.247 0.0053 0.0067 -0.0019
O 10.3487 14.3619 20.3422 -0.0023 0.0125 -0.001
O 3.6201 6.4014 15.1118 -0.0021 -0.0217 0.0653
O 0.9269 2.0062 18.6631 -0.0182 0.0086 0.018
O 1.7968 -5.2106 16.8215 -0.108 -0.0101 -0.0047
O 6.674 12.2921 10.3025 0.0257 -0.045 0.0335
O 7.7655 14.3481 11.6136 0.1155 0.0457 0.0787
O 9.3503 -3.0976 11.1574 1.2318 -1.82 0.4875
O 11.9819 19.2014 11.9499 -2.6836 -2.43 -0.0203
O 0.7857 4.3711 13.8228 -0.1816 0.252 0.0242
O -0.4756 -4.1671 13.6501 -0.3548 0.3184 -1.6724
O 2.9505 9.1002 10.3957 0.3314 0.1176 -0.2414
O 1.9143 6.5665 9.652 -0.1834 -0.4274 -0.1703
O 5.0628 14.1527 11.1458 0.0347 0.0163 -0.0147
O 4.6958 0.7678 15.6325 0.0421 0.0042 0.0411
O 2.7863 0.3754 19.5177 -0.0061 0.0009 0.0183
O 4.2209 4.7801 13.0971 0.0156 0.0305 0.0177
O 9.2188 6.6116 21.8175 -0.0087 -0.0073 -0.0196
O 5.609 9.0102 14.0957 0.0806 -0.0108 0.022
O -1.1094 0.8792 20.1675 -0.0014 0.0033 -0.0002
O 7.0622 4.9974 21.8562 0.0047 0.0055 0.0064
O -2.9704 -2.8948 14.8915 0.074 -0.0606 -0.0204
O 1.9232 -0.8775 21.7766 0.0018 0.007 -0.0053
O -0.8976 -0.8998 18.3255 0.0021 -0.0107 -0.0062
O 2.2413 0.5782 16.8451 -0.0144 0.0242 0.0557
O 2.7388 -0.2276 14.3558 0.0306 0.0353 0.1042
O 5.5628 2.8793 22.6249 0.001 0.0058 -0.0026
O 8.8832 -7.6262 18.09 0.0198 0.021 -0.017
O 3.5713 2.4829 17.9979 -0.0098 -0.0004 0.0144
O -1.0517 -1.606 15.8549 -0.011 -0.0331 -0.0002
O 2.7088 0.4649 11.6549 0.0494 0.1304 0.0734
O 1.2449 1.8014 13.4328 -0.1105 0.1617 -0.0017
O -7.0007 -1.3825 16.6825 0.0329 -0.0311 0.0409
O 6.3792 12.74 13.8837 0.0887 0.0007 0.0135
O 4.8074 -7.6402 15.6067 0.0088 0.035 0.0485
O 0.075 8.3282 22.6754 -0.0016 0.002 -0.0006
O 7.9291 -1.0797 19.9512 0.0026 -0.0031 -0.0006
O 4.4043 -3.5398 12.5264 0.1351 0.0028 0.0219
O -2.6655 -2.7617 17.9524 0.0162 -0.0067 -0.0146
O 4.9137 10.0566 11.6483 0.1532 -0.0389 0.0827
O 9.0895 4.4546 13.6566 0.0849 0.1883 0.0304
O 8.4269 -0.5816 10.7722 0.1362 -0.1998 0.0883
O 4.3109 -6.0046 17.4076 -0.013 0.0077 0.0092
O 6.0713 -4.5921 14.2275 0.0815 -0.0054 0.0259

Results
free energy: -133959.184 eV
free energy less fixed offsets of O -568.88, Si -635.61 eV per atom: 2.776 eV

The program warned: the cutoff lies below the one the program advises for these potential files; the exchange-correlation potential is rough where the density is thin.
